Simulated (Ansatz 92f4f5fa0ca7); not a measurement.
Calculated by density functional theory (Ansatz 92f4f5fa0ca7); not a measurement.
Periodic cell of 264 atoms, Si152O112, from a study of silicon, its oxide and their interface. The atomic structure is a simulated model.

Settings
functional: r2SCAN
potential files: Ansatz norm-conserving
basis: plane waves
wave-function cutoff: 1300 eV
density cutoff ratio: 4
exchange-correlation grid ratio: 1
k mesh: 2 x 2 x 1, shifted by 0.5 0.5 0.5 of a step
self-consistency stop: 5e-08 eV per atom in the density residual
occupations: Fermi-Dirac, 0.05 eV
spin: none
net charge: 0

Cell vectors (angstrom)
a, 10.888, 0, 0
b, 0, 10.888, 0
c, 0, 0, 37.9173

Atoms: element, x, y, z (angstrom)
Si, 0.0945, -0.4849, 0.0748
Si, 2.6985, 2.4504, -0.0261
Si, -0.1032, 5.6824, 0.0811
Si, 2.538, 8.4665, 0.1158
Si, 5.0562, 0.3767, 0.0641
Si, 7.8381, 2.9435, -0.1592
Si, 5.6698, 5.242, 0.0126
Si, 8.5367, 7.8174, 0.306
Si, 1.2246, 1.2376, 1.3141
Si, 3.9895, 4.0691, 1.2153
Si, 1.4093, 6.8512, 1.4163
Si, 4.0365, 9.6442, 1.4374
Si, 6.7579, 1.4198, 1.2947
Si, 9.5161, 4.0243, 1.2025
Si, 6.7965, 6.7479, 1.4131
Si, 9.5909, 9.3921, 1.6348
Si, -0.0662, 2.6847, 2.6417
Si, 2.6426, 0.0304, 2.7977
Si, 0.097, 8.1008, 2.9252
Si, 2.7462, 5.4287, 2.6835
Si, 5.3942, 2.7667, 2.6749
Si, 8.1228, 0.0157, 2.6794
Si, 5.4336, 8.1953, 2.6908
Si, 8.2019, 5.3728, 2.7127
Si, 1.3393, 4.0585, 4.0112
Si, 4.0624, 1.4011, 4.0797
Si, 1.3923, 9.5313, 4.2088
Si, 4.0915, 6.8052, 4.0563
Si, 6.7892, 4.0721, 4.0714
Si, 9.4862, 1.36, 4.0575
Si, 6.7912, 9.5407, 4.0651
Si, 9.5333, 6.7311, 4.1327
Si, -0.0346, 0.0168, 5.4561
Si, 2.7031, 2.7482, 5.4321
Si, 0.0157, 5.3897, 5.4609
Si, 2.7599, 8.1418, 5.4854
Si, 5.4283, 0.0095, 5.4306
Si, 8.1406, 2.7057, 5.4388
Si, 5.452, 5.4572, 5.4278
Si, 8.1665, 8.1675, 5.4226
Si, 1.3471, 1.3747, 6.7914
Si, 4.0772, 4.1043, 6.7968
Si, 1.3702, 6.7829, 6.8189
Si, 4.1018, 9.5261, 6.8175
Si, 6.7944, 1.3529, 6.8136
Si, 9.5205, 4.0525, 6.8045
Si, 6.8083, 6.8167, 6.7886
Si, 9.5135, 9.5274, 6.8119
Si, 0.0012, 2.7169, 8.1686
Si, 2.7161, 0.0097, 8.1441
Si, 0.0062, 8.1696, 8.1648
Si, 2.7354, 5.4476, 8.1938
Si, 5.4382, 2.7337, 8.1665
Si, 8.1633, 0.0002, 8.1832
Si, 5.4565, 8.161, 8.1642
Si, 8.1644, 5.4431, 8.1415
Si, 1.3722, 4.062, 9.5281
Si, 4.0623, 1.37, 9.5178
Si, 1.3776, 9.5409, 9.5241
Si, 4.1181, 6.804, 9.5471
Si, 6.8054, 4.1062, 9.5298
Si, 9.5323, 1.3785, 9.5367
Si, 6.7884, 9.5255, 9.5237
Si, 9.5296, 6.7898, 9.5044
Si, 0.044, 0.05, 10.8852
Si, 2.7477, 2.7404, 10.9182
Si, 0.0008, 5.4169, 10.8622
Si, 2.7651, 8.188, 10.88
Si, 5.4199, 0.0068, 10.8706
Si, 8.1692, 2.753, 10.8935
Si, 5.4484, 5.429, 10.9458
Si, 8.1353, 8.1308, 10.8462
Si, 1.4097, 1.409, 12.3071
Si, 4.1034, 4.0585, 12.3467
Si, 1.4296, 6.7462, 12.1558
Si, 4.105, 9.5463, 12.2891
Si, 6.7407, 1.417, 12.1993
Si, 9.5401, 4.0939, 12.2824
Si, 6.8167, 6.7917, 12.2961
Si, 9.4969, 9.5465, 12.0978
Si, 0.0439, 2.7828, 13.673
Si, 2.8009, 0.0653, 13.6765
Si, 0.0043, 8.1467, 13.3146
Si, 2.7306, 5.4532, 13.6718
Si, 5.4663, 2.6827, 13.7562
Si, 8.1215, 0.0269, 13.4234
Si, 5.4611, 8.1648, 13.6575
Si, 8.1651, 5.4172, 13.6781
Si, 1.3732, 4.1363, 15.1363
Si, 4.1363, 1.3177, 15.2495
Si, 1.3067, 9.477, 14.6689
Si, 4.1277, 6.8013, 15.0592
Si, 6.8577, 4.0542, 15.1464
Si, 9.4624, 1.3431, 14.7883
Si, 6.8488, 9.6071, 14.8862
Si, 9.6294, 6.8732, 14.7815
Si, -0.2517, -0.272, 15.9384
Si, 2.9708, 2.9986, 16.498
Si, 0.2347, 5.8934, 16.2797
Si, 2.4548, 8.079, 16.0948
Si, 5.8608, 0.1304, 16.4987
Si, 8.0712, 2.3834, 16.3532
Si, 5.2466, 5.2096, 16.462
Si, 8.5071, 8.4669, 16.0286
Si, 12.9902, 3.6893, 28.2446
Si, 12.117, 33.8868, 18.3411
Si, -2.8373, 26.4365, 23.3419
Si, -6.2893, 18.1927, 35.8508
Si, -6.3911, 23.2457, 23.9668
Si, -4.6707, 23.1916, 26.5797
Si, -4.7482, 21.6017, 22.1457
Si, -19.3803, -0.3892, 24.4291
Si, -11.1394, 11.7205, 33.0867
Si, -9.8207, -3.3936, 20.4729
Si, -14.2445, 21.1442, 28.3157
Si, 3.29, 6.1708, 22.3409
Si, 2.8956, 7.7647, 33.6286
Si, -20.2508, 3.4824, 32.8475
Si, -19.7253, 10.0377, 29.6465
Si, -3.8485, 17.7978, 18.4183
Si, 0.5197, -5.8686, 30.4277
Si, -18.9542, 16.894, 26.893
Si, -16.4566, 14.8454, 22.4664
Si, -5.3314, 17.4399, 26.2154
Si, -21.0312, 31.6371, 27.0387
Si, -19.14, 20.3161, 18.7982
Si, -16.2308, 9.4642, 19.354
Si, 4.8795, 8.4942, 23.7941
Si, -12.0248, 16.5267, 19.1636
Si, -17.1411, 6.8667, 28.9951
Si, -28.0965, 10.3558, 32.7998
Si, -31.188, 6.635, 24.4768
Si, -1.3756, 13.5468, 19.1975
Si, -15.2603, 48.3666, 30.0252
Si, 19.9331, 5.371, 28.569
Si, 7.7027, -6.6843, 26.1974
Si, 0.2476, 8.8497, 33.9251
Si, 8.9976, 9.5951, 35.8933
Si, 0.8623, 14.8189, 35.7165
Si, -15.5746, 20.8223, 35.3143
Si, 4.1867, 13.104, 31.9698
Si, -12.8198, 35.259, 34.8756
Si, 11.1916, 1.3069, 28.7177
Si, 12.0164, 18.5763, 31.4867
Si, -1.3983, 17.9773, 24.1792
Si, -12.5098, -2.9211, 26.9557
Si, 7.1327, 13.9545, 32.3511
Si, -3.2967, 13.2196, 21.5398
Si, 4.9738, 20.5219, 29.9965
Si, 8.9625, 12.0026, 30.5587
Si, -6.006, 35.2647, 28.9297
Si, 11.3774, 30.7506, 22.9604
O, -0.0587, -2.8096, -5.3885
O, 5.4734, 11.8997, -12.7224
O, 11.469, 15.3201, -5.9861
O, 3.9005, 1.4209, -0.483
O, -1.2879, 6.7354, -0.3085
O, -11.7337, 4.7125, -8.2735
O, -6.0564, 22.4352, -15.3183
O, -0.9045, 10.6363, -1.2247
O, 5.7463, -0.2285, -1.2529
O, 9.9472, 1.9244, -8.375
O, 12.6354, 4.3198, -8.2407
O, 0.6863, 5.2612, -1.2916
O, 5.2125, 6.0082, -1.3466
O, -1.0089, 11.3305, -6.2048
O, 8.1338, 8.7003, -0.9875
O, -5.4228, 10.0757, -6.443
O, 0.5703, 0.5606, 17.0434
O, -15.3281, 15.7541, 23.1969
O, -21.9145, -10.6574, 27.5868
O, -11.8585, 19.408, 23.5107
O, 1.4123, 6.9578, 16.6912
O, -0.6155, 5.5874, 17.6308
O, -16.6431, 5.6319, 29.9113
O, 5.654, 10.2462, 17.9286
O, 2.0519, 10.9189, 19.0679
O, -3.5278, 11.2482, 27.0371
O, 8.2849, 8.9463, 27.7648
O, -9.3236, 18.8704, 23.6211
O, -2.5212, 2.0227, 20.1496
O, -3.5031, 33.5556, 22.3056
O, -2.2054, 27.9225, 23.131
O, 9.5915, -1.3377, 16.6383
O, -9.2219, 19.944, 30.8491
O, -14.9965, 16.4115, 26.1414
O, -6.3009, 8.0761, 30.0349
O, 2.253, 17.5207, 21.1711
O, -4.7372, 32.0987, 20.5737
O, 14.569, 20.3926, 24.2369
O, 4.1039, 25.8935, 16.9523
O, 13.1404, 2.3951, 17.8524
O, -1.946, 2.7752, 17.6778
O, -18.1343, 19.9893, 33.1424
O, -20.1652, 8.2532, 19.1683
O, 2.9844, 20.0216, 17.2378
O, -17.8003, 9.257, 19.67
O, 3.874, 6.8279, 34.4879
O, -15.6959, -11.9157, 28.8763
O, 4.6489, 3.0339, 23.6158
O, -18.3232, 29.718, 36.7978
O, -0.2715, 19.624, 26.5278
O, 1.1661, 13.3138, 27.9609
O, -7.2773, 21.2964, 29.6303
O, 5.9571, 16.7573, 17.7868
O, -16.2616, 10.6385, 34.0539
O, -19.4321, -3.8928, 32.323
O, 1.7569, -0.6108, 25.8808
O, -11.5331, 14.3604, 35.3342
O, -13.3031, 3.4466, 22.3414
O, -3.9604, 12.2105, 16.8468
O, 7.8968, 12.9442, 31.3274
O, -27.0425, 35.2199, 32.6611
O, -16.1904, 7.2001, 27.7135
O, -4.619, 8.0147, 19.3082
O, -27.4616, 12.3445, 27.8455
O, -2.6873, 6.1348, 19.2412
O, 2.9708, 1.121, 24.3513
O, 1.1485, 10.3982, 23.3551
O, -8.8565, 28.8, 25.9387
O, -17.5755, 4.9277, 21.8169
O, -18.7408, 14.1911, 32.2946
O, -14.1093, 16.5891, 29.3413
O, -6.609, 7.3915, 22.7598
O, -19.3428, 16.5199, 23.6347
O, 7.7853, 7.7039, 17.2472
O, 0.5102, 19.5997, 21.3814
O, 0.8044, 12.9245, 32.9175
O, -7.7252, -4.2943, 28.3641
O, -4.8132, 20.2456, 23.0613
O, -1.0536, 15.0288, 19.7348
O, -10.9603, 27.9907, 24.5595
O, -6.6794, 27.4277, 26.1391
O, -2.3864, 4.1536, 24.803
O, -2.9165, 25.0342, 33.7439
O, -4.7771, 13.9197, 21.366
O, -12.1496, 39.3897, 27.9217
O, -10.3802, 32.1948, 33.6436
O, -5.3699, 29.4879, 25.0786
O, -5.15, 19.2698, 35.4524
O, -7.204, 36.0967, 28.2608
O, 1.7898, 13.7997, 36.5983
O, -9.2763, 19.1022, 34.5241
O, -3.1119, 31.9899, 35.046
O, -0.1721, 17.4444, 20.0614
O, -9.262, 20.1977, 28.2718
O, -2.2209, 7.4292, 25.5377
O, 9.5352, 1.2553, 34.1964
O, -2.1247, 26.0681, 27.4046
O, 0.0146, 1.8118, 19.2372
O, 1.8498, 4.7316, 27.0434
O, -0.9774, 8.6644, 34.9465
O, 8.2787, 10.8911, 29.6095
O, -18.0987, 22.5656, 32.5388
O, -6.4806, 2.0846, 30.3767
O, 1.6229, 25.9443, 34.3173
O, 6.7521, 15.0123, 37.4413
O, -15.5346, 14.3481, 29.1663
O, 8.1852, 13.2045, 36.2823
O, -3.9324, 4.4696, 31.5468
O, 12.1411, 11.4342, 29.7916
O, -4.0607, 24.6516, 26.3375
O, -9.5549, 9.4446, 37.4768
O, 0.6283, 17.5179, 30.4082

Results
free energy: -69898.209 eV
free energy less fixed offsets of O -463.61, Si -117.95 eV per atom: -45.489 eV
pressure: 0.18 GPa
stress xx, yy, zz, yz, xz, xy (GPa, positive in tension): 0.05, -0.53, -0.05, 0.15, 0.21, -0.13

Forces (eV/angstrom), in the order of the atoms: element, x, y, z
Si, 0.0318, 0.0168, 0.0856
Si, 0.0461, -0.0335, 0.0752
Si, -0.0202, 0.0119, 0.0919
Si, -0.0148, 0.0062, 0.0874
Si, -0.0387, 0.0152, 0.0861
Si, 0.0013, 0.0305, 0.1184
Si, 0.0018, -0.0278, 0.0959
Si, 0.0076, -0.046, 0.1215
Si, 0.0063, 0.0133, 0.0043
Si, 0.0106, -0.0086, 0.0118
Si, -0.0088, 0.0058, -0.0069
Si, -0.0044, -0.0141, -0.0186
Si, 0.0037, -0.0285, -0.024
Si, 0.0129, -0.0067, 0.0024
Si, -0.015, 0.0064, -0.0139
Si, 0.0068, -0.0131, 0.0007
Si, 0.0205, 0.0033, -0.0047
Si, 0.0044, -0.0142, 0.0185
Si, -0.0043, -0.0132, 0.0169
Si, -0.0069, 0.0015, 0.0148
Si, 0.0114, -0.0031, 0.0233
Si, -0.0212, 0.0025, -0.0095
Si, -0.0058, 0.0002, 0.0024
Si, -0.0055, 0.0032, 0.0109
Si, -0.0076, 0.0002, -0.0024
Si, -0.0135, -0.0005, -0.0032
Si, -0.0066, -0.0143, 0.0041
Si, -0.0114, 0.0077, 0.0015
Si, -0.019, -0.0015, -0.0103
Si, -0.0004, -0.0214, -0.0091
Si, 0.0096, -0.0001, 0.0004
Si, 0.0218, 0.017, 0.0003
Si, 0.0009, -0.0015, -0.0021
Si, -0.0028, 0.0146, 0.0115
Si, -0.0021, 0.0046, 0.0024
Si, -0.005, 0.0092, 0.0059
Si, -0.0023, -0.0147, 0.0051
Si, 0.0091, -0.0019, 0.0046
Si, 0.008, 0.0133, 0.0096
Si, -0.0019, -0.0105, 0.0005
Si, -0.0181, -0.0279, -0.0096
Si, 0.0028, -0.0076, 0.008
Si, 0.0084, 0.0064, -0.0055
Si, -0.017, -0.0237, -0.0033
Si, -0.0072, 0.0115, 0.0012
Si, -0.0015, 0.0045, -0.004
Si, 0.0082, 0.0047, -0.003
Si, 0.009, -0.0005, -0.0093
Si, -0.0006, -0.012, -0.0022
Si, -0.007, 0.0012, -0.0069
Si, -0.0103, -0.0004, -0.0015
Si, -0.0115, 0.0139, 0.0024
Si, 0.0003, -0.0097, 0.0018
Si, 0.004, -0.0298, 0.0024
Si, 0.0183, 0.0217, 0.0027
Si, 0.011, 0.0141, 0.0017
Si, -0.007, 0.0129, 0.0001
Si, 0.0061, -0.0128, -0.0023
Si, 0.0006, 0.0014, 0.0023
Si, -0.0186, 0.0047, 0.0084
Si, 0.0026, -0.0087, 0.0031
Si, 0.0185, -0.0086, 0.0036
Si, 0.0052, -0.0203, 0.0075
Si, -0.0047, 0.0045, 0.0075
Si, -0.01, -0.0068, -0.0017
Si, -0.0048, -0.004, 0.0086
Si, 0.0116, 0.0069, -0.0044
Si, 0.0046, -0.0075, -0.0019
Si, 0.0025, -0.0071, -0.0046
Si, 0.0006, -0.0049, -0.0159
Si, -0.001, 0.0086, -0.0065
Si, 0.0087, 0.0191, -0.0031
Si, -0.0139, -0.0289, -0.0112
Si, 0.0085, -0.0062, 0.0076
Si, -0.0082, 0.0182, 0.0048
Si, -0.0074, 0.0078, 0.013
Si, -0.0042, 0.0015, 0.0066
Si, 0.002, 0.0016, 0.0119
Si, 0.0225, 0.0126, -0.0067
Si, 0.0081, -0.0117, -0.0034
Si, 0.0175, -0.004, 0.0049
Si, -0.0068, 0.0097, -0.007
Si, -0.0126, 0.0108, -0.0121
Si, 0.0016, -0.0123, -0.019
Si, -0.0077, -0.002, -0.0228
Si, 0.0064, -0.0103, -0.0116
Si, -0.0034, -0.0151, 0.0071
Si, -0.0097, 0.0079, 0.0054
Si, 0.0059, -0.0176, -0.0196
Si, -0.0034, -0.0114, -0.0138
Si, 0.0053, -0.0181, -0.0356
Si, 0.0023, -0.0013, -0.0163
Si, 0.0041, 0.001, -0.0004
Si, -0.013, -0.0035, -0.0155
Si, 0.0063, -0.0032, -0.004
Si, 0.0019, -0.0004, 0.0064
Si, -0.0035, -0.0167, -0.0738
Si, 0.0344, 0.0074, -0.1107
Si, 0.0139, 0.0092, -0.0838
Si, -0.0135, -0.0333, -0.064
Si, 0.0019, 0.0444, -0.1093
Si, -0.0441, -0.0228, -0.069
Si, -0.0363, -0.0479, -0.1111
Si, 0.0061, -0.004, -0.1047
Si, -0.0109, -0.0081, 0.0838
Si, 0.0077, 0.0089, -0.1146
Si, -0.0084, -0.0288, -0.1275
Si, 0.0143, -0.0072, 0.1674
Si, 0.0192, -0.0016, -0.1048
Si, -0.0176, -0.0168, -0.0595
Si, 0.043, 0.0012, -0.1562
Si, -0.0034, 0.0137, -0.0767
Si, 0.0187, -0.0154, 0.1672
Si, -0.0067, 0.0198, -0.2077
Si, 0.0029, 0.022, 0.0506
Si, -0.0405, 0.0128, -0.15
Si, -0.0103, -0.0137, 0.1642
Si, 0.0134, -0.0129, 0.1958
Si, 0.013, -0.0304, 0.1214
Si, 0.0035, 0.0197, -0.1444
Si, 0.0225, 0.0394, 0.154
Si, -0.0035, 0.0143, 0.027
Si, 0.0407, -0.041, -0.0939
Si, 0.0184, 0.01, -0.0373
Si, 0.0174, -0.0019, 0.0167
Si, -0.0027, 0.0047, -0.1417
Si, -0.0305, -0.0237, -0.1899
Si, 0.0334, 0.0301, -0.1136
Si, -0.0061, -0.0068, -0.1542
Si, 0.0055, 0.0176, 0.0793
Si, 0.005, -0.0178, 0.1822
Si, 0.019, -0.0127, -0.0907
Si, 0.0396, 0.0113, -0.1648
Si, 0.0231, -0.0219, 0.1323
Si, 0.0136, -0.004, 0.0591
Si, 0.0205, 0, -0.0663
Si, -0.0044, 0.0075, 0.1716
Si, -0.0083, 0.0243, 0.1449
Si, 0.0132, 0.034, 0.2108
Si, 0.0159, -0.0273, 0.1741
Si, -0.0409, -0.0139, 0.1525
Si, 0.0166, -0.0187, 0.231
Si, -0.0246, -0.0071, 0.0781
Si, 0.0006, 0.003, 0.1743
Si, 0.0015, 0.0189, -0.1071
Si, -0.0102, -0.0019, -0.0152
Si, 0.0316, -0.0252, 0.1839
Si, 0.0404, -0.0473, -0.1557
Si, 0.0054, 0.056, 0.1357
Si, -0.007, -0.0056, 0.1681
Si, -0.0103, -0.0011, 0.1129
Si, -0.0103, -0.0017, -0.1623
O, 0.0247, -0.0408, -0.1035
O, 0.0112, 0.0088, 0.0565
O, -0.0319, 0.0415, -0.1075
O, -0.0142, 0.0067, -0.0412
O, -0.0152, -0.0032, -0.053
O, -0.0382, 0.0046, -0.0722
O, -0.0305, 0.0242, 0.0651
O, -0.0345, -0.0013, -0.1131
O, 0.0157, -0.0047, -0.11
O, 0.0241, 0.0105, -0.0656
O, 0.0313, -0.0159, -0.0645
O, 0.0323, -0.038, -0.1103
O, -0.0262, 0.038, -0.1166
O, -0.0401, 0.0021, -0.1147
O, -0.0071, 0.0294, -0.1167
O, 0.0065, -0.0235, -0.1146
O, 0.0275, 0.0246, 0.0765
O, 0.0031, 0.017, 0.0325
O, -0.0051, 0.0035, -0.0322
O, -0.0004, -0.0184, 0.0424
O, 0.0157, -0.0011, 0.0583
O, -0.0153, 0.0152, 0.1102
O, -0.0145, 0.0171, -0.0377
O, 0.0039, -0.0308, 0.1342
O, 0.0102, 0.0003, 0.0576
O, 0.0025, 0.0113, -0.0065
O, 0.0129, -0.015, -0.0058
O, 0.0153, -0.0186, 0.0471
O, -0.0608, -0.0083, 0.1151
O, -0.0146, -0.0008, 0.0467
O, -0.0065, 0.0069, 0.0517
O, 0.0059, 0.015, 0.0759
O, 0.0088, 0.0457, -0.086
O, -0.0191, 0.0082, 0.0259
O, 0.0052, -0.0347, -0.0501
O, 0.0492, -0.03, 0.1213
O, 0.0283, 0.042, 0.1458
O, -0.0267, 0.0114, 0.0333
O, 0.0173, 0.0226, 0.05
O, -0.0413, -0.0304, 0.1027
O, 0.0255, -0.0074, 0.129
O, 0.0191, 0.0247, -0.072
O, -0.0349, -0.037, 0.1207
O, 0.0015, 0.0274, 0.1308
O, 0.0178, -0.005, 0.0874
O, -0.0318, 0.0117, -0.1162
O, 0.0083, -0.0089, -0.0451
O, -0.0053, -0.0082, 0.0454
O, 0.0333, -0.0142, -0.107
O, -0.0124, 0.0051, 0.0083
O, 0.0055, -0.0016, -0.0238
O, -0.0051, 0.0028, -0.0401
O, 0.0351, 0.0378, 0.1195
O, -0.0474, 0.0294, -0.1169
O, -0.0337, 0, -0.0861
O, -0.0138, 0.0014, 0.0253
O, -0.0233, -0.0221, -0.0924
O, 0.0038, 0.044, 0.0751
O, 0.0148, 0.0214, 0.0592
O, 0.0175, -0.0295, -0.0704
O, 0.0054, 0.0116, -0.045
O, 0.0186, -0.0031, -0.0106
O, -0.0067, 0.0143, 0.0772
O, 0.0025, -0.0055, 0.0077
O, 0.0062, -0.0171, 0.07
O, -0.0008, -0.007, 0.0265
O, 0.0195, 0.0029, 0.0441
O, 0.025, -0.0069, 0.024
O, -0.0014, 0.0079, 0.037
O, 0.0357, 0.0034, -0.0618
O, 0.0144, 0.0005, -0.0469
O, 0.0058, 0.0307, 0.0631
O, -0.01, 0.0182, 0.0747
O, -0.0336, -0.0391, 0.0968
O, -0.0141, 0.0378, 0.1065
O, -0.009, -0.001, -0.0577
O, -0.0101, -0.0201, -0.0126
O, -0.0261, -0.0455, 0.0563
O, -0.0095, -0.0058, 0.0785
O, -0.0174, 0.0146, 0.0166
O, -0.0147, -0.0003, 0.0009
O, -0.0023, -0.0115, 0.0703
O, -0.0594, 0.0239, -0.1167
O, -0.0393, 0.0276, 0.0515
O, 0.0012, 0.0137, -0.0158
O, 0.0034, 0.0477, -0.0846
O, 0.001, -0.0229, 0.0451
O, 0.0181, 0.0018, -0.0571
O, -0.0013, 0.0264, -0.0457
O, -0.0441, 0.0247, -0.1196
O, -0.0026, 0.0031, -0.0776
O, -0.0061, -0.0059, -0.0396
O, 0.0376, 0.0332, 0.0768
O, -0.0257, -0.0037, -0.0457
O, -0.0056, 0.0101, 0.0513
O, 0.0207, -0.0333, -0.0706
O, -0.0041, 0.0029, -0.0089
O, -0.025, 0.0027, 0.0655
O, 0.001, 0.0035, -0.0187
O, 0.0499, 0.0085, -0.0724
O, -0.0137, -0.0207, -0.0691
O, -0.0006, 0.0219, -0.0582
O, 0.0228, 0.0149, -0.1292
O, 0.0232, -0.015, -0.158
O, -0.0002, 0.005, -0.053
O, -0.0079, -0.0004, -0.0508
O, -0.0033, -0.0057, -0.1668
O, -0.0223, 0.0442, -0.0993
O, -0.0027, 0.0189, -0.0428
O, 0.0012, 0.0139, 0.0187
O, 0.018, -0.0072, -0.0579
O, -0.0169, -0.0386, -0.0629
